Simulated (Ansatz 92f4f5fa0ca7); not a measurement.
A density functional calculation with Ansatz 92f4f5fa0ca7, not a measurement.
Periodic cell of 258 atoms, Si166O92, from a study of silicon, its oxide and their interface. The atomic structure is a simulated model.
Doubt: the cutoff is far below the 930 eV that the study's wrapper takes by default for these files, so forces and energies are approximate.

Settings: functional PBE; potential files Ansatz PAW; basis plane waves; wave-function cutoff 580 eV; density cutoff ratio 5; exchange-correlation grid ratio 1; k mesh 1 x 1 x 1, Gamma-centred; self-consistency stop 5e-08 eV per atom in the density residual; occupations fixed; spin none; net charge 0.

Cell vectors (angstrom)
a  10.938  0  0
b  0  10.938  0
c  0  0  37.8736

Atoms: element, x, y, z (angstrom)
Si  0  0  0.683
Si  5.469  0  0.683
Si  2.7345  2.7345  0.683
Si  8.2035  2.7345  0.683
Si  0  5.469  0.683
Si  5.469  5.469  0.683
Si  2.7345  8.2035  0.683
Si  8.2035  8.2035  0.683
Si  1.3673  1.3673  2.0503
Si  6.8362  1.3673  2.0503
Si  4.1018  4.1018  2.0503
Si  9.5708  4.1018  2.0503
Si  1.3673  6.8362  2.0503
Si  6.8362  6.8362  2.0503
Si  4.1018  9.5708  2.0503
Si  9.5708  9.5708  2.0503
Si  2.7345  0  35.8221
Si  8.2035  0  35.8221
Si  0  2.7345  35.8221
Si  5.469  2.7345  35.8221
Si  2.7345  5.469  35.8221
Si  8.2035  5.469  35.8221
Si  0  8.2035  35.8221
Si  5.469  8.2035  35.8221
Si  4.1018  1.3673  37.1893
Si  9.5708  1.3673  37.1893
Si  1.3673  4.1018  37.1893
Si  6.8362  4.1018  37.1893
Si  4.1018  6.8362  37.1893
Si  9.5708  6.8362  37.1893
Si  1.3673  9.5708  37.1893
Si  6.8362  9.5708  37.1893
Si  -1.1791  1.3641  18.4215
Si  2.1497  -3.3699  28.942
Si  5.7665  -0.2976  22.2599
Si  6.8152  4.1631  31.6703
Si  -0.5737  2.29  23.6484
Si  6.454  5.7208  16.2209
Si  5.6463  13.5975  25.1061
Si  6.8935  6.8262  28.8105
Si  0.4093  -0.7177  20.3693
Si  9.4132  -0.4031  26.6941
Si  8.9935  3.3482  29.1663
Si  14.7482  9.2617  29.4125
Si  0.993  2.873  16.6078
Si  10.3989  3.7163  26.5213
Si  2.7751  5.6508  30.305
Si  10.1722  10.3466  28.9601
Si  5.4004  2.7648  30.3319
Si  6.9375  -1.3589  31.6643
Si  -0.0822  2.6997  30.5166
Si  3.7852  3.9612  29.0201
Si  1.3498  4.2294  31.6454
Si  4.6429  9.9226  27.3588
Si  0.1684  8.4096  30.0808
Si  1.0125  7.0268  13.1523
Si  4.1323  1.4036  31.7672
Si  9.5881  1.374  31.9525
Si  4.7763  4.9997  27.1703
Si  7.2943  2.4627  22.6505
Si  4.2063  6.8086  31.7831
Si  9.666  6.884  31.4487
Si  1.35  9.5753  31.8035
Si  11.3024  10.7049  24.9239
Si  0.0196  -0.0234  33.2126
Si  5.5202  -0.0112  33.0682
Si  2.7252  2.8138  33.048
Si  8.1535  2.7916  33.113
Si  -0.0161  5.5508  33.0191
Si  5.5149  5.4557  33.1494
Si  2.7726  8.1887  33.0851
Si  8.2885  8.1769  32.9852
Si  1.4005  1.4031  34.464
Si  6.8337  1.3802  34.4646
Si  4.1077  4.1071  34.4701
Si  9.5722  4.1466  34.4324
Si  1.3777  6.8465  34.4441
Si  6.8887  6.8608  34.4387
Si  4.1182  9.5765  34.4446
Si  9.5602  9.5378  34.4746
Si  2.7593  0.0301  3.4074
Si  8.1878  -0.0171  3.4496
Si  -0.0079  2.7249  3.4257
Si  5.439  2.6886  3.4069
Si  2.6696  5.4124  3.4244
Si  8.204  5.4648  3.4215
Si  -0.0393  8.1654  3.3944
Si  5.4765  8.2154  3.4074
Si  4.0977  1.3666  4.8783
Si  9.5918  1.3462  4.7891
Si  1.3132  4.0419  4.8963
Si  6.8446  4.0264  4.7093
Si  4.046  6.8418  4.6629
Si  9.5631  6.8098  4.8462
Si  1.3238  9.5956  4.6417
Si  6.8165  9.5542  4.8677
Si  0.0478  -0.048  6.1037
Si  10.5026  2.16  8.8427
Si  5.8289  3.1738  8.6049
Si  9.9125  7.9072  10.8369
Si  -3.4656  4.9146  8.7318
Si  5.3975  5.4084  5.9004
Si  3.9112  9.5122  7.4556
Si  8.616  5.5831  18.0215
Si  4.352  2.2529  11.3264
Si  7.1951  6.1469  10.7536
Si  2.6758  2.6555  6.3115
Si  12.2784  6.944  7.41
Si  -4.0134  12.2776  7.5961
Si  9.6667  9.6083  7.5637
Si  5.4492  10.9192  6.2862
Si  8.2241  8.1936  6.2431
Si  2.5569  3.0962  19.2953
Si  3.2064  -1.1411  14.3086
Si  1.2869  3.1412  11.3055
Si  10.8599  5.4157  6.2944
Si  2.6453  8.2334  5.9496
Si  8.2083  2.6968  6.1314
Si  0.3949  8.5093  8.9042
Si  9.4575  4.0079  7.6832
Si  1.3671  1.1381  7.6965
Si  13.941  -3.4425  26.6064
Si  1.4837  5.1333  15.4489
Si  5.0696  3.375  17.8111
Si  1.6936  7.797  24.6543
Si  14.0944  6.1037  8.5929
Si  2.2925  10.2194  9.1143
Si  8.7691  11.3759  8.9092
O  -3.8086  -13.6764  25.3397
O  -17.7221  -10.8972  14.9649
O  4.5602  16.5679  13.7098
O  -0.6235  9.6128  21.4754
O  19.0696  26.6894  19.3749
O  -15.6011  22.1193  16.5837
O  35.9136  12.81  20.2073
O  12.9594  16.0858  22.3508
O  -11.8075  1.0796  13.4261
O  -15.5121  24.7451  18.6872
O  21.5985  11.6117  23.6968
O  13.5316  7.1234  20.7681
O  7.0296  -1.6189  10.2919
O  -1.3023  7.6467  25.9047
O  -4.107  0.9162  22.4906
O  -22.1753  13.7355  25.1914
O  1.6868  -11.0354  21.1788
O  11.7777  24.8343  12.8522
O  7.4655  49.6839  21.8619
O  46.3754  -8.349  26.4501
O  -2.1835  6.7159  10.7844
O  -9.4352  6.795  18.3218
O  -22.4851  5.2815  21.4508
O  47.6675  14.8528  18.8638
Si  7.2627  0.7272  27.0769
Si  14.0803  -9.7027  25.7431
Si  10.8315  13.3075  14.0163
Si  0.775  15.2964  21.6263
Si  17.7386  8.452  23.7648
Si  -17.8071  15.1364  7.4378
Si  1.0302  12.0166  29.2165
Si  -8.9837  -19.0163  27.923
Si  19.1774  5.4076  30.1634
Si  2.1531  7.8318  19.3841
Si  13.5872  -5.0823  10.8702
Si  -2.4604  3.7785  15.5658
Si  10.0594  6.3555  25.0462
Si  16.5265  -2.8156  30.3935
Si  11.5004  19.6587  14.8802
Si  2.7006  -10.8961  30.5334
Si  -5.9949  7.6657  8.3735
Si  8.3642  0.0907  30.431
Si  -1.7037  -0.2814  13.7206
Si  6.4319  -23.5702  20.5017
Si  -6.7992  6.7269  14.8404
Si  0.1833  -3.9607  17.3762
Si  3.2063  -10.6153  20.7019
Si  7.2282  1.7529  29.2282
Si  -12.8484  30.4908  21.6006
Si  5.8483  -2.7692  10.4205
Si  17.6921  6.6644  7.2929
Si  -2.4387  9.8806  10.7859
Si  -4.8618  -4.1296  22.1923
Si  20.0476  6.265  22.0596
Si  7.7574  -21.11  16.2175
Si  -7.2824  10.223  11.3032
Si  -3.3231  25.1557  19.6654
Si  13.9423  -15.4237  22.1979
Si  -6.2307  -10.3282  16.4132
Si  -6.8167  -22.8367  18.9239
Si  5.1141  4.8034  12.4357
Si  30.2054  -2.476  26.4534
O  29.024  3.2001  21.213
O  18.3361  -4.5118  17.346
O  -2.1544  0.4728  17.4542
O  -13.0335  -19.6468  19.4586
O  20.743  -26.1488  18.3034
O  27.3424  4.6407  16.9042
O  2.7389  13.3629  11.0606
O  -6.2902  -2.038  11.3143
O  -6.3335  27.9091  22.3268
O  -50.4626  -2.3155  26.4268
O  -4.6937  10.3244  27.2104
O  -30.9615  22.3182  25.1667
O  18.3125  4.9155  15.0855
O  -28.2337  -8.7219  16.7433
O  -14.0387  7.8325  27.8971
O  37.1197  -9.1673  24.718
O  0.7837  14.8954  27.4648
O  -7.1417  19.193  14.3711
O  36.6351  22.1895  26.8888
O  23.3281  4.7231  10.9599
O  46.4295  18.5113  23.3517
O  2.8472  10.1336  12.7401
O  -1.1428  37.9363  26.0415
O  -1.9201  4.3922  16.9788
O  12.9896  -8.3501  17.8186
O  6.3138  -18.6689  23.7222
O  -27.0741  9.7205  23.6366
O  10.6624  -14.4499  12.2221
O  -12.147  -7.44  14.5374
O  -24.6437  -21.9665  14.9131
O  17.6688  1.6819  25.846
O  18.6576  46.1131  15.8384
O  0.886  -30.8906  15.2605
O  34.1898  -28.9305  20.144
O  13.188  -3.9497  12.0198
O  1.7897  -1.151  15.1138
O  -13.6675  30.8432  23.0047
O  25.36  19.4242  18.7347
O  36.9617  16.2038  11.2024
O  11.7115  9.1653  24.4853
O  -4.9182  -5.0305  27.7524
O  -2.1093  35.357  23.1887
O  21.9856  -19.37  10.3846
O  31.076  17.0724  23.6954
O  61.352  -27.6124  12.0369
O  -46.6339  9.034  20.3235
O  16.7355  18.7048  20.8697
O  1.0569  38.3411  13.8791
O  -0.3593  -8.5496  17.4495
O  -21.1897  28.376  24.6471
O  30.2697  10.3508  12.3639
O  -10.5391  24.9448  22.576
O  -6.0712  14.113  12.6091
O  11.9071  19.8906  19.5139
O  -7.1047  -22.0405  17.5398
O  27.152  2.7471  10.1003
O  5.5193  -14.9525  15.6816
O  -1.6593  3.0902  27.5215
O  -7.2371  16.9404  26.4213
O  -11.6357  -1.4722  14.1559
O  16.6864  -23.0256  19.1184
O  26.4678  11.5808  11.4568
O  -28.5812  54.9408  21.9815
O  0.1093  8.3149  16.4336
O  0.266  -16.1075  16.3168
O  -11.1784  0.3808  19.3416
O  -5.5985  -28.8613  26.0445
O  -18.9807  16.9514  15.6665

Results
free energy: -157842.212 eV
free energy less fixed offsets of O -568.88, Si -635.61 eV per atom: 6.008 eV

Forces (eV/angstrom), in the order of the atoms: element, x, y, z
Si  0.0611  0.0152  0.0657
Si  0.0431  -0.0401  -0.0498
Si  -0.0229  -0.005  -0.07
Si  -0.0148  0.0307  0.0462
Si  0.0107  0.0403  -0.0512
Si  -0.006  0.0424  0.0538
Si  0.0847  0.0211  0.0591
Si  0.0212  0.0605  -0.0703
Si  0.1279  0.2176  -0.0191
Si  -0.0614  -0.3062  0.0188
Si  -0.2088  -0.1586  0.0675
Si  0.112  0.0591  0.0277
Si  -0.2177  -0.2999  -0.0835
Si  0.0817  0.043  0.0004
Si  0.1609  0.1969  -0.0632
Si  -0.3232  -0.1119  0.0092
Si  0.265  0.1467  -0.027
Si  -0.0863  -0.0846  -0.0063
Si  -0.0139  0.251  -0.1577
Si  -0.1655  -0.1211  0.1441
Si  -0.0891  0.0238  0.0062
Si  0.1285  0.1923  0.0716
Si  0.057  -0.1648  0.1137
Si  0.2214  0.0695  -0.1515
Si  0.0367  -0.028  0.0577
Si  -0.007  -0.0257  -0.0346
Si  -0.019  0.0193  0.0206
Si  -0.0311  -0.0197  -0.04
Si  -0.0006  -0.04  -0.0368
Si  0.0265  -0.0814  0.0463
Si  -0.0786  -0.0182  -0.0376
Si  -0.1001  0.016  0.0276
Si  0.0018  0.0037  0.0089
Si  -0.0017  -0.0003  -0.0068
Si  -0.0002  0.0031  -0.001
Si  0.0047  -0.0002  -0.0025
Si  -0.0036  0.001  -0.0141
Si  -0.0015  0.0009  0.0101
Si  0.0038  0.0025  -0.009
Si  -0.0121  -0.0268  0.0151
Si  -0.0074  0.0023  -0.0044
Si  0.0172  0.0201  0.0017
Si  0.0051  -0.0088  0.0011
Si  -0.0045  -0.0002  0.0136
Si  0.0069  0.0061  0.0205
Si  0.0003  0.0003  0.0056
Si  0.0024  -0.0009  -0.0001
Si  -0.0014  0.0055  0.011
Si  -0.0034  -0.0015  -0.0044
Si  -0.0046  -0.0002  0.0096
Si  -0.0058  0.0104  -0.0082
Si  -0.0003  -0.0002  0.0083
Si  0.0019  0.0025  0.002
Si  -0.0094  -0.0019  -0.0135
Si  0.0057  -0.0016  0.0005
Si  0.0044  -0.0045  0.0175
Si  0  0.0026  -0.0012
Si  0.0038  -0.0097  -0.0001
Si  0.0031  0.0029  0.0059
Si  0.0102  0.0126  -0.014
Si  -0.0049  -0.0043  0.0004
Si  0.0048  0.0007  -0.0004
Si  -0.0081  -0.0053  0.0028
Si  0.0034  -0.0024  -0.011
Si  -0.0006  0.0027  0.0014
Si  0.0009  -0.0017  -0.0017
Si  0.0001  0.0015  0.0001
Si  -0.0026  0.0062  0.0044
Si  -0.0003  0.0025  -0.0001
Si  0.002  -0.0014  0.0038
Si  0.0016  0.0056  0.0007
Si  0.0018  -0.0013  0.0017
Si  -0.0001  0.0009  0.0007
Si  -0.0001  -0.0024  -0.0002
Si  -0.0003  -0.0001  0.0003
Si  0.0012  0.0006  0.0001
Si  -0.0008  -0.0041  -0.0005
Si  -0.0001  0.002  0.0004
Si  0.0014  0.0003  0.0006
Si  -0.0003  -0.0006  -0.0001
Si  0.0025  0.0017  -0.0006
Si  0  -0.0009  0.0011
Si  0.0006  -0.0009  0.0004
Si  0.0014  -0.0005  0.0005
Si  -0.0011  -0.0022  -0.0007
Si  0.0006  0.0022  0.0016
Si  0  0.0019  -0.0005
Si  0.0005  0.0006  -0.0007
Si  0.0008  0.0007  0.001
Si  0.0004  0.0007  -0.0012
Si  -0.0001  -0.0011  0
Si  -0.0038  -0.0023  -0.0065
Si  -0.0005  0.0051  -0.0034
Si  0.0003  -0.0008  0.0015
Si  -0.0059  -0.0004  -0.0063
Si  -0.0004  -0.0001  0.0015
Si  -0.0042  -0.0004  0.0001
Si  -0.0028  0.004  0.0049
Si  -0.0002  -0.0068  0.0074
Si  -0.0138  -0.0144  0.0242
Si  -0.0037  -0.0019  -0.0144
Si  -0.0014  -0.0087  -0.0017
Si  -0.0015  0.0034  -0.0068
Si  -0.0007  -0.0014  0.0035
Si  0.004  0.0046  -0.0033
Si  -0.002  0.0204  0.0128
Si  -0.0049  -0.0065  -0.0036
Si  -0.0055  -0.0077  0.0042
Si  -0.0023  0.0033  0.0049
Si  0.0052  0.0046  0.0116
Si  -0.0018  -0.0013  0.0005
Si  -0.0029  -0.0024  -0.0062
Si  0.0015  -0.0007  -0.0098
Si  -0.0005  0.0058  0.006
Si  -0.0018  -0.0028  0.0015
Si  0.0007  0.0036  0.0005
Si  0.0089  0.004  0.0038
Si  0.0007  -0.0021  0.0026
Si  0.0024  0.0113  -0.0107
Si  0.002  -0.0038  0.0014
Si  0.003  -0.0002  0.0005
Si  0.0001  -0.0017  0.0035
Si  0.0171  -0.0091  -0.0014
Si  0.0028  0.0034  0.0052
Si  0.0134  0.0098  -0.0096
Si  0.0122  -0.0015  -0.0265
Si  -0.0018  -0.0011  0.0002
Si  0.0031  -0.0028  -0.0029
O  -0.0024  0.0056  -0.0024
O  0.0025  0.0018  -0.0034
O  0.0012  0.0037  -0.0032
O  0.0019  0.0013  0.004
O  0.0022  0.0091  -0.0047
O  0.0003  -0.0049  -0.0055
O  0.0006  -0.0018  0.0038
O  0.0021  -0.001  0.0076
O  0.0122  0.021  -0.0085
O  0.0002  -0.0025  -0.004
O  0.0009  0.0009  0.0044
O  0.0035  -0.0008  0.0011
O  0.0048  -0.0041  0.0012
O  0.0033  0.0039  0.0098
O  -0.0047  -0.0176  0.0089
O  0.0015  -0.0004  0.0033
O  0.0043  0.001  0.0037
O  0.0023  0.0024  -0.005
O  -0.0082  -0.0003  -0.0004
O  -0.01  0.0133  0.0021
O  0.0018  0.0009  -0.0107
O  0.0031  0.0041  0.0015
O  -0.006  0.0045  0.0057
O  -0.0077  -0.0037  0.0031
Si  -0.0039  0.0098  -0.0049
Si  0.0085  0.0016  -0.0237
Si  -0.0023  -0.003  0.0137
Si  0.0003  -0.0016  -0.0052
Si  0.0012  0.0053  -0.0065
Si  0.0043  0.0095  0.0038
Si  -0.0064  -0.0173  0.0075
Si  -0.0027  0.0281  -0.0009
Si  -0.0092  0.0086  -0.0054
Si  -0.0054  -0.0036  -0.0003
Si  -0.0032  -0.0145  0.0389
Si  0.001  0.001  0.015
Si  0.0067  0.003  -0.006
Si  0.0043  -0.0014  -0.0149
Si  0.0019  0.0015  0.007
Si  0.0055  0.0086  -0.0091
Si  0.0063  0.0043  0.0234
Si  0.0108  0.0104  -0.0136
Si  -0.0081  0.0034  0.0256
Si  0.0048  -0.0028  -0.0072
Si  0.0017  -0.0037  0.0165
Si  -0.001  0.0034  0.0009
Si  -0.0082  0.0056  -0.0093
Si  0.0019  0.001  0.0045
Si  0.0022  0.0049  -0.0088
Si  -0.003  -0.014  -0.0284
Si  0.0052  0.0007  0.0083
Si  0.0028  0.0008  -0.0223
Si  -0.0021  -0.0067  -0.0095
Si  0.0042  -0.0034  -0.0175
Si  0.002  0.0033  0.0093
Si  -0.0021  -0.0047  0.0012
Si  0.0024  -0.0071  -0.0018
Si  -0.0097  0.0042  -0.0068
Si  0.0002  0.0052  0.0104
Si  -0.0064  0.0019  -0.0056
Si  -0.001  -0.0046  0.0096
Si  -0.0108  -0.0259  0.0014
O  -0.0015  0.0027  0.005
O  0.0049  -0.0015  -0.0006
O  -0.0027  -0.0061  -0.0082
O  -0.003  -0.0006  0.0021
O  -0.0028  0.0007  0.0003
O  -0.0031  -0.0077  -0.0031
O  0.0014  0.001  -0.0031
O  -0.0044  0.0037  0.0036
O  0.009  0.0002  0.0037
O  0.0023  0.0051  0.0059
O  0.0035  0.0006  0.0029
O  -0.0059  -0.0008  0.0007
O  0.0004  0.0022  -0.0074
O  -0.0006  -0.0024  -0.008
O  0.0086  0.0127  0.0012
O  -0.001  -0.0025  0.0019
O  0.0033  -0.0061  0.0067
O  0.0016  -0.0071  -0.0071
O  0.0119  -0.0145  0.0239
O  0.0018  0.0121  -0.0058
O  -0.0005  0.0011  0.005
O  -0.0012  -0.0032  -0.0029
O  -0.004  -0.0024  0.0047
O  -0.0011  0.0021  -0.0007
O  -0.0033  0.0047  0.0017
O  -0.0059  0.0035  0.0135
O  -0.0006  -0.0014  0.0097
O  -0.0054  0.0013  -0.014
O  0.0001  0.0037  -0.0087
O  -0.0047  0.0023  -0.0002
O  0.0023  -0.0039  0.0025
O  -0.0026  -0.0073  -0.0053
O  0.0019  -0.0022  -0.0147
O  -0.0002  -0.0013  0.0012
O  0.0065  -0.0038  -0.0099
O  -0.0077  -0.0012  -0.002
O  0.0013  -0.0017  0.0109
O  0.0058  0.0047  -0.002
O  -0.0056  0.0055  -0.0093
O  -0.0071  0.0035  0.0045
O  0.0004  0.0052  0.0012
O  -0.0008  0.0009  0.0078
O  -0.0002  -0.0019  -0.0042
O  -0.004  0.003  0.0107
O  -0.0003  -0.0055  -0.0014
O  -0.0051  0.0017  -0.0027
O  0.0001  0.0004  0.0033
O  -0.0004  0.0005  -0.0102
O  0.0029  -0.0004  -0.0045
O  -0.0023  -0.0118  0.008
O  -0.0153  0.0037  -0.0053
O  -0.0001  0.0006  0.0086
O  -0.0002  0.0008  -0.0058
O  -0.0013  0.0039  0.0023
O  -0.0003  -0.0067  0.0025
O  -0.003  0.0023  0.0038
O  -0.0039  0.0012  -0.0103
O  0.0047  -0.0022  0.0004
O  -0.0007  0.0061  0.001
O  0.0137  -0.0225  0.0016
O  0.0013  -0.0014  -0.0017
O  0.0032  0.0037  -0.0012
O  0.0043  -0.0004  0.0097
O  -0.0009  0.0013  0.0011
O  -0.0181  0.0121  0.002
O  0.0031  -0.0076  0.0051
O  0.0008  -0.0016  -0.0032
O  0.0023  0.0006  -0.0089

The program warned: the cutoff lies below the one the program advises for these potential files; the exchange-correlation potential is rough where the density is thin.
